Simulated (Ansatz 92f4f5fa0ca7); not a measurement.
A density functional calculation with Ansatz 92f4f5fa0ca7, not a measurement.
Periodic cell of 223 atoms, Si133O90, from a study of silicon, its oxide and their interface. The atomic structure is a simulated model.
Doubt: the cutoff is far below the 930 eV that the study's wrapper takes by default for these files, so forces and energies are approximate.

Settings: functional PBE; potential files Ansatz PAW; basis plane waves; wave-function cutoff 580 eV; density cutoff ratio 5; exchange-correlation grid ratio 1; k mesh 1 x 1 x 1, Gamma-centred; self-consistency stop 5e-08 eV per atom in the density residual; occupations fixed; spin none; net charge 0.

Cell vectors (angstrom)
a  10.938  0  0
b  0  10.938  0
c  0  0  32.6975

Atoms: element, x, y, z (angstrom)
Si  0.2211  -0.2898  25.4063
Si  4.9303  0.3195  25.144
Si  2.8705  2.8054  25.5425
Si  8.0198  2.9606  25.1614
Si  -0.5074  5.563  25.0593
Si  5.7231  5.1705  25.1536
Si  2.3931  8.4024  25.4813
Si  8.38  7.9871  25.1945
Si  1.2597  1.4855  26.5942
Si  6.7959  1.3059  26.3377
Si  4.2217  4.2127  26.7149
Si  9.4321  4.1168  26.6152
Si  1.2472  6.6123  26.4226
Si  6.8146  6.811  26.4702
Si  4.1185  9.5569  26.5796
Si  9.4578  9.5442  26.5769
Si  2.6972  0.0364  27.9246
Si  8.1359  0.0284  27.8694
Si  -0.0773  2.8048  27.9485
Si  5.5356  2.6801  27.9158
Si  2.7069  5.4949  27.9258
Si  8.137  5.5215  27.9572
Si  -0.0121  8.147  27.8783
Si  5.4977  8.1929  27.8896
Si  4.1018  1.3673  29.2792
Si  9.5708  1.3673  29.2792
Si  1.3673  4.1018  29.2792
Si  6.8362  4.1018  29.2792
Si  4.1018  6.8362  29.2792
Si  9.5708  6.8362  29.2792
Si  1.3673  9.5708  29.2792
Si  6.8362  9.5708  29.2792
Si  0  0  30.6465
Si  5.469  0  30.6465
Si  2.7345  2.7345  30.6465
Si  8.2035  2.7345  30.6465
Si  0  5.469  30.6465
Si  5.469  5.469  30.6465
Si  2.7345  8.2035  30.6465
Si  8.2035  8.2035  30.6465
Si  1.3673  1.3673  32.0137
Si  6.8362  1.3673  32.0137
Si  4.1018  4.1018  32.0137
Si  9.5708  4.1018  32.0137
Si  1.3673  6.8362  32.0137
Si  6.8362  6.8362  32.0137
Si  4.1018  9.5708  32.0137
Si  9.5708  9.5708  32.0137
Si  2.7345  0  0.6835
Si  8.2035  0  0.6835
Si  0  2.7345  0.6835
Si  5.469  2.7345  0.6835
Si  2.7345  5.469  0.6835
Si  8.2035  5.469  0.6835
Si  0  8.2035  0.6835
Si  5.469  8.2035  0.6835
Si  4.1018  1.3673  2.0507
Si  9.5708  1.3673  2.0507
Si  1.3673  4.1018  2.0507
Si  6.8362  4.1018  2.0507
Si  4.1018  6.8362  2.0507
Si  9.5708  6.8362  2.0507
Si  1.3673  9.5708  2.0507
Si  6.8362  9.5708  2.0507
Si  0  0  3.418
Si  5.469  0  3.418
Si  2.7345  2.7345  3.418
Si  8.2035  2.7345  3.418
Si  0  5.469  3.418
Si  5.469  5.469  3.418
Si  2.7345  8.2035  3.418
Si  8.2035  8.2035  3.418
Si  1.3913  1.3322  4.7789
Si  6.8516  1.3533  4.8206
Si  4.1028  4.1075  4.7499
Si  9.6009  4.0637  4.817
Si  1.3925  6.8186  4.7768
Si  6.9292  6.8122  4.7586
Si  4.1473  9.5461  4.8229
Si  9.5324  9.5846  4.7322
Si  2.723  -0.0582  6.1865
Si  8.2603  0.0071  6.2083
Si  0.0674  2.7164  6.1866
Si  5.4681  2.7584  6.1323
Si  2.8071  5.5046  6.1594
Si  8.2435  5.428  6.1971
Si  -0.0532  8.1879  6.0266
Si  5.6979  8.2673  6.1334
Si  3.8832  1.5885  7.4043
Si  9.8522  1.1292  7.5256
Si  1.6964  3.875  7.4595
Si  6.5832  4.3408  7.4984
Si  4.5073  6.6861  7.3019
Si  9.475  6.9937  7.4801
Si  1.0259  9.7158  7.3959
Si  7.3054  9.33  7.6609
O  9.5317  6.9058  24.6759
O  3.9075  1.5979  25.1494
O  8.3539  8.0959  7.9819
O  2.7816  2.7144  7.9398
O  6.8644  4.0575  24.6804
O  0.5509  13.3343  22.8997
O  5.4842  5.5063  7.9877
O  0.0041  -0.0476  8.0155
O  7.1908  3.6156  8.8491
O  7.0966  9.963  9.1854
O  10.2321  6.4664  8.8521
O  1.4575  8.6544  8.6075
O  5.4102  -0.2268  11.0052
O  1.1124  4.5226  8.8487
O  9.116  1.7241  8.8871
O  4.0133  7.7991  8.419
O  7.7143  8.6789  23.8521
O  3.1686  1.9959  22.3559
O  5.0556  5.628  23.7193
O  2.4326  3.6831  24.2025
O  6.8979  1.0543  20.0732
O  -0.4541  4.7465  23.5866
O  1.3733  9.608  25.9665
O  4.7414  10.8902  23.5328
Si  12.1344  0.3071  14.2935
Si  0.4899  8.0173  20.3454
Si  4.9143  17.3384  22.2932
Si  -1.6397  12.4922  15.0796
Si  -5.8893  1.2792  16.8641
Si  5.9635  9.4941  17.8288
Si  -6.8036  0.279  10.1392
Si  2.0268  3.0883  22.7304
Si  0.7299  -1.1732  17.8947
Si  4.1686  -1.6927  13.8917
Si  4.8526  1.4224  13.8133
Si  1.3608  9.4724  22.9174
Si  -0.2023  3.5532  17.034
Si  1.8079  -2.4377  15.3366
Si  3.7159  0.4589  22.3334
Si  8.591  6.9762  20.0809
Si  -3.2687  1.5549  12.3584
Si  -1.6405  14.8395  19.856
Si  6.3327  7.7157  12.7155
Si  13.3919  16.5641  20.865
Si  -8.8435  12.3498  16.9515
Si  -2.4748  3.0057  9.6754
Si  1.3526  4.8972  12.3261
Si  -3.8848  8.5128  22.3755
Si  10.8145  5.1847  9.6772
Si  -4.3423  2.4028  19.2216
Si  6.5669  6.6945  17.6463
Si  -4.0492  -0.8938  10.8055
Si  -0.8349  3.2781  22.8916
Si  6.0467  10.7017  20.5706
Si  3.5045  7.0586  11.9886
Si  2.8668  8.4184  9.3851
Si  -5.8997  4.8998  19.6613
Si  8.204  7.1029  15.0499
Si  8.7088  9.8814  16.5636
Si  13.4831  2.0324  12.2115
Si  0.1719  5.8173  14.9831
O  1.7103  3.377  11.8462
O  3.2302  -1.0396  9.9165
O  3.4295  8.7092  15.2391
O  9.5669  13.7443  16.1204
O  0.4235  5.5832  11.164
O  3.422  5.1561  19.6258
O  2.2548  11.7532  15.4351
O  -6.3111  0.917  8.7213
O  12.8504  4.2773  21.614
O  8.9157  2.5762  23.7959
O  -0.8206  -1.0729  17.3847
O  -9.8324  9.612  14.3418
O  16.4848  7.8858  22.4729
O  5.3658  14.2469  19.8032
O  -1.8917  5.4451  20.2397
O  10.7164  11.8475  14.706
O  -0.5697  14.6571  18.6272
O  11.2237  -11.4862  23.766
O  3.6826  2.4428  13.3106
O  -5.6646  1.7567  15.3349
O  5.1308  6.763  12.0906
O  -2.4078  8.6539  15.488
O  5.6321  27.5074  21.0193
O  8.5935  1.9377  13.6561
O  0.1334  5.0203  16.4038
O  -1.2496  3.258  21.3064
O  7.6344  7.1373  18.7897
O  -5.2307  8.7423  13.8293
O  -15.631  -8.955  17.6948
O  23.441  0.8699  12.816
O  1.3746  0.3167  17.9089
O  3.303  8.5178  12.7048
O  -2.999  7.5016  21.467
O  0.5421  4.8167  13.7431
O  -3.9875  9.9943  21.7194
O  -3.3851  20.7163  17.6831
O  4.6  0.3365  20.9979
O  1.2603  6.5687  20.2862
O  12.4072  -2.2002  16.8925
O  -16.2865  7.9789  17.3553
O  -3.0261  11.0033  11.6756
O  2.7173  -5.1677  12.5939
O  3.6029  12.7006  17.4519
O  -2.4876  11.3045  15.8035
O  5.6988  5.4522  18.2608
O  2.2452  8.4409  23.8384
O  -5.8207  -0.3563  16.9605
O  1.2021  2.7501  16.9611
O  -2.9944  14.2124  19.2422
O  -3.5893  17.2812  16.2453
O  2.4135  10.4444  22.1652
O  -3.957  -2.3922  11.4627
O  -4.8043  1.6721  12.8635
O  7.9477  2.6235  11.1663
O  22.944  20.1147  19.3703
O  9.6197  6.3907  14.7699
O  7.4479  6.9287  13.5962
O  -8.1492  7.2894  10.5466
O  -1.3319  4.1288  9.8454
O  5.6768  -1.3261  19.4203
O  15.1603  -0.0876  13.6995
O  0.5121  8.5834  21.8643
O  -1.0201  -3.0892  19.7998
O  12.2232  -3.9273  14.9627
O  -7.6069  6.5124  21.9228
O  3.2644  1.4225  10.8902

Results
free energy: -135736.480 eV
free energy less fixed offsets of O -568.88, Si -635.61 eV per atom: -1.150 eV

Forces (eV/angstrom), in the order of the atoms: element, x, y, z
Si  -0.0158  -0.1269  -0.1231
Si  -0.0611  0.0243  -0.0381
Si  0.004  0.041  -0.0737
Si  -0.0125  0.0886  -0.145
Si  0.0011  -0.0328  -0.2612
Si  0.0605  -0.0861  -0.0957
Si  -0.1109  -0.0194  -0.0804
Si  0.091  -0.0148  -0.1034
Si  0.0223  0.0431  0.0601
Si  -0.0029  -0.006  0.008
Si  -0.0101  -0.0695  0.0245
Si  0.0033  0.0642  0.0981
Si  0.0022  -0.0087  0.0993
Si  -0.0432  0.0376  0.0551
Si  -0.0078  0.0447  0.0361
Si  0.0278  -0.0198  0.0181
Si  -0.0136  0.0019  -0.0912
Si  -0.0057  -0.0133  0.0053
Si  -0.0003  -0.0252  -0.0159
Si  0.0235  0.0728  -0.0684
Si  -0.009  0.0414  0.0288
Si  0.0179  -0.0411  -0.0649
Si  0.0217  0.0289  -0.0213
Si  0.0308  -0.0258  0.0081
Si  0.0877  -0.0096  0.0327
Si  -0.4378  0.0393  -0.0811
Si  0.0352  0.0562  0.1805
Si  0.0384  -0.2281  0.26
Si  -0.156  0.3781  -0.052
Si  -0.0808  0.068  0.1878
Si  -0.1223  -0.2831  -0.1495
Si  -0.0134  0.0335  -0.05
Si  -0.0399  -0.1486  -0.0598
Si  -0.1074  -0.0643  0.0069
Si  0.0447  0.0082  -0.0298
Si  0.0138  0.036  0.058
Si  -0.0191  -0.0054  0.0247
Si  -0.0989  -0.1714  -0.034
Si  0.0818  0.096  0.0149
Si  0.1221  0.0277  -0.0081
Si  0.0227  0.0157  -0.0288
Si  0.0149  0.0173  -0.0363
Si  -0.059  0.0614  0.006
Si  0.0461  -0.0558  -0.0173
Si  0.0005  0.0335  -0.0457
Si  -0.0151  0.0673  -0.0342
Si  -0.0235  -0.0058  -0.0056
Si  -0.0578  0.0258  0.0146
Si  0.0321  -0.0498  0.0261
Si  0.007  0.0027  0.0338
Si  -0.0274  0.0382  0.0119
Si  0.0026  -0.0517  0.005
Si  0.0083  -0.0201  0.0306
Si  0.0495  -0.038  0.0108
Si  0.0773  -0.0758  0.0014
Si  -0.0558  0.0382  0.0026
Si  -0.0215  0.0848  0.0282
Si  0.0391  -0.0008  -0.0133
Si  -0.0228  -0.0611  0.0073
Si  -0.0304  0.0494  0.0225
Si  0.0412  0.0461  -0.0046
Si  0.0051  0.1583  -0.0158
Si  -0.0208  0.0623  0.0324
Si  -0.0216  -0.1099  -0.0097
Si  -0.0254  0.0388  -0.2018
Si  -0.0084  0.0118  0.2096
Si  -0.0429  -0.0959  -0.131
Si  0.1034  -0.1292  0.218
Si  0.0079  -0.1779  0.1241
Si  0.1672  0.155  -0.0891
Si  0.2751  -0.0138  0.1292
Si  0.0985  -0.0285  -0.6267
Si  -0.0189  -0.002  0.0245
Si  0.0015  0.0154  0.0161
Si  0.0391  0.0028  0.0367
Si  -0.0254  0.0126  0.0214
Si  -0.0067  0.0324  0.0236
Si  -0.0262  -0.0541  0.0417
Si  0.0274  -0.0126  0.0231
Si  0.0134  0.0221  0.0289
Si  -0.0112  0.034  -0.0353
Si  0.0215  -0.0388  -0.0308
Si  0.0653  -0.0103  -0.0107
Si  -0.039  0.0415  -0.02
Si  -0.0396  -0.0764  -0.0497
Si  -0.018  0.0286  0.0072
Si  -0.0399  0.0262  -0.028
Si  0.0421  0.0113  -0.0646
Si  -0.0436  0.0916  0.075
Si  0.0922  -0.125  0.0931
Si  0.0553  -0.1049  0.0049
Si  -0.0568  0.0731  0.0142
Si  0.1201  -0.0247  0.1934
Si  -0.0659  0.0891  0.0444
Si  -0.1242  0.0651  0.1506
Si  0.0972  -0.0475  0.0808
O  -0.0152  -0.043  0.1244
O  -0.0027  0.0017  0.0577
O  -0.0014  -0.0038  -0.0549
O  0.0197  0.0224  -0.0799
O  0.0035  -0.0326  0.0787
O  -0.012  -0.0129  0.0454
O  -0.0185  0.0201  -0.1081
O  0.0172  -0.0193  -0.1151
O  0.0139  -0.0064  -0.0243
O  0.0046  -0.0241  -0.1025
O  0.0001  -0.0022  -0.0449
O  0.0116  0.0248  -0.0702
O  0.0175  0.0056  -0.0385
O  -0.0018  0.0109  -0.0107
O  -0.0074  0.0154  -0.0554
O  -0.0434  -0.0338  -0.0526
O  -0.0116  0.0132  0.0723
O  -0.0197  0.017  0.0245
O  -0.0016  0.0032  0.0498
O  -0.0042  0  0.0246
O  0.0077  -0.01  0.0181
O  -0.023  -0.0312  0.0383
O  0.0669  0.0618  0.0707
O  0.0392  -0.0172  0.0564
Si  0.0169  0.0005  -0.0354
Si  0.0135  -0.0392  -0.0441
Si  -0.022  -0.0088  -0.1007
Si  -0.0095  0.0057  -0.036
Si  0.009  0.0062  -0.0256
Si  -0.0081  -0.0061  0.0223
Si  -0.0161  0.0087  0.0877
Si  0.0033  0.0057  -0.0716
Si  0.0061  -0.0274  0.0132
Si  0.0279  -0.0064  -0.0188
Si  -0.0039  0.0065  -0.0139
Si  -0.0151  0.0049  -0.1162
Si  -0.0057  0.0046  -0.0082
Si  0.0088  0.0014  -0.0049
Si  -0.0093  0.0201  -0.0864
Si  0.0423  -0.0081  -0.0464
Si  -0.0351  -0.03  0.0132
Si  -0.0314  0.0301  0.0047
Si  -0.0352  0.0085  -0.0007
Si  -0.0012  0.027  -0.0864
Si  -0.0078  -0.0236  -0.0175
Si  -0.0024  -0.0119  0.0455
Si  0.0581  0.0105  0.037
Si  0.012  -0.0287  -0.1083
Si  -0.0021  0.0215  0.0451
Si  -0.0186  0.0029  0.0126
Si  -0.0087  -0.0145  0.0089
Si  0.0015  -0.005  0.0913
Si  0.0274  0.0543  -0.0146
Si  -0.0202  0.0334  -0.0543
Si  0.0093  -0.0287  0.0399
Si  0.0034  -0.0182  0.0512
Si  -0.0522  -0.0187  -0.0326
Si  -0.0291  0.0053  -0.031
Si  0.007  0.0079  -0.0168
Si  0.003  0.0382  0.0348
Si  0.0292  -0.0234  -0.0251
O  -0.0099  -0.0056  -0.0163
O  -0.0051  -0.0293  -0.0462
O  -0.0273  -0.0086  0.0277
O  -0.0035  -0.0015  0.008
O  -0.025  -0.0003  -0.0531
O  0.0293  -0.0034  0.0128
O  -0.0027  0.0085  0.0076
O  -0.0072  0.0189  -0.0723
O  -0.0069  -0.0413  0.0578
O  -0.0406  -0.0465  0.0744
O  -0.0083  0.0039  0.0058
O  -0.0111  0.016  0.0017
O  -0.0153  0.0193  0.0602
O  0.007  0.0112  0.0155
O  -0.0088  -0.032  0.0031
O  0.0077  -0.0046  0.0127
O  0.0098  -0.0022  0
O  -0.0059  0.0315  0.0928
O  0.0027  -0.0181  0.0043
O  0.001  0.0045  0.0163
O  -0.0044  0.02  -0.0068
O  0.0118  0.0043  0.0019
O  0.0116  0.0098  0.0479
O  0  0.0046  0.0094
O  0.0014  0.0073  0.0194
O  -0.0081  0.0413  0.0229
O  -0.0135  0.0049  0.0125
O  -0.0006  0.0053  -0.0003
O  -0.0044  -0.0073  -0.0091
O  0.004  -0.0159  0.0099
O  0.0071  0.0043  0.0174
O  -0.0026  0.0003  -0.0021
O  -0.0113  0.0117  0.056
O  -0.0184  0.0025  0.0096
O  0.0058  0.0088  0.0375
O  0.0144  0.0059  0.0101
O  0.0027  -0.0133  0.0459
O  0.0021  0.0046  0.0305
O  0.0085  -0.0004  0.0026
O  0.0106  -0.0012  0.0095
O  0.009  0.0089  -0.0247
O  -0.0121  0.0024  -0.0135
O  -0.012  0.0033  0.016
O  0.0039  -0.0111  0.0141
O  0.0156  0.0213  -0.0051
O  0.0441  -0.0072  0.0597
O  -0.0033  -0.0019  0.0105
O  0.0028  0.0172  0.0132
O  0.0271  0.0057  0.0156
O  -0.0012  -0.0063  -0.0075
O  0.0131  -0.002  0.0446
O  -0.0016  0.0027  -0.0237
O  0.0316  0.0029  0.0001
O  0.0126  0.0138  -0.0492
O  -0.0029  0.0288  -0.0156
O  -0.0091  0.0031  0.005
O  0.0255  -0.0033  0.0383
O  0.0068  0.0395  -0.0554
O  -0.0094  -0.0053  -0.0151
O  -0.0028  0.0084  0.0041
O  -0.0074  -0.0116  0.019
O  -0.0001  0.0147  0.0616
O  -0.017  0.0063  0.0193
O  -0.0023  0.0107  0.0183
O  0.0196  0.0177  0.0702
O  0.0066  -0.0198  -0.0311

The program warned: the cutoff lies below the one the program advises for these potential files; the forces do not sum to zero within the program's tolerance; the exchange-correlation potential is rough where the density is thin.
